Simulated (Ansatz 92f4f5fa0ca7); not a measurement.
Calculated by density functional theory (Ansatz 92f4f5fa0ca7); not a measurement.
Periodic cell of 214 atoms, Si132O78H4, from a study of silicon, its oxide and their interface. The atomic structure is a simulated model.
Doubt: the cutoff is low for norm-conserving oxygen, so forces and energies are approximate.

Settings: functional HSE06; potential files SPMS norm-conserving; basis plane waves; wave-function cutoff 800 eV; density cutoff ratio 4; exchange-correlation grid ratio 1; k mesh 1 x 1 x 1, Gamma-centred; occupations fixed; spin none; net charge 0.

Cell vectors (angstrom)
a	10.938	0	0
b	0	10.938	0
c	0	0	31.3387

Atoms: element, x, y, z (angstrom)
Si	10.3733	0.5099	23.976
Si	5.7391	10.6382	23.9273
Si	2.2307	3.0481	23.9118
Si	8.6709	2.2321	23.9919
Si	0.3563	4.9166	23.8847
Si	4.9129	5.9273	24.0425
Si	3.2178	7.6586	23.8885
Si	7.5431	8.782	23.8443
Si	1.2344	1.3922	25.2423
Si	6.8516	1.3351	25.21
Si	3.9753	4.0989	25.1939
Si	9.594	4.0188	25.2409
Si	1.3503	6.7612	25.0706
Si	6.7551	6.9195	25.1468
Si	4.0699	9.5128	25.1545
Si	9.42	9.6108	25.115
Si	2.7029	-0.0019	26.4991
Si	8.1811	-0.0011	26.614
Si	-0.0165	2.7445	26.6657
Si	5.4484	2.7492	26.5073
Si	2.6845	5.492	26.5852
Si	8.1848	5.4966	26.4831
Si	-0.0363	8.2072	26.4361
Si	5.44	8.2267	26.6001
Si	4.1018	1.3673	27.9204
Si	9.5708	1.3673	27.9204
Si	1.3673	4.1018	27.9204
Si	6.8362	4.1018	27.9204
Si	4.1018	6.8362	27.9204
Si	9.5708	6.8362	27.9204
Si	1.3673	9.5708	27.9204
Si	6.8362	9.5708	27.9204
Si	0	0	29.2877
Si	5.469	0	29.2877
Si	2.7345	2.7345	29.2877
Si	8.2035	2.7345	29.2877
Si	0	5.469	29.2877
Si	5.469	5.469	29.2877
Si	2.7345	8.2035	29.2877
Si	8.2035	8.2035	29.2877
Si	1.3673	1.3673	30.6549
Si	6.8362	1.3673	30.6549
Si	4.1018	4.1018	30.6549
Si	9.5708	4.1018	30.6549
Si	1.3673	6.8362	30.6549
Si	6.8362	6.8362	30.6549
Si	4.1018	9.5708	30.6549
Si	9.5708	9.5708	30.6549
Si	2.7345	0	0.6835
Si	8.2035	0	0.6835
Si	0	2.7345	0.6835
Si	5.469	2.7345	0.6835
Si	2.7345	5.469	0.6835
Si	8.2035	5.469	0.6835
Si	0	8.2035	0.6835
Si	5.469	8.2035	0.6835
Si	4.1018	1.3673	2.0507
Si	9.5708	1.3673	2.0507
Si	1.3673	4.1018	2.0507
Si	6.8362	4.1018	2.0507
Si	4.1018	6.8362	2.0507
Si	9.5708	6.8362	2.0507
Si	1.3673	9.5708	2.0507
Si	6.8362	9.5708	2.0507
Si	0	0	3.418
Si	5.469	0	3.418
Si	2.7345	2.7345	3.418
Si	8.2035	2.7345	3.418
Si	0	5.469	3.418
Si	5.469	5.469	3.418
Si	2.7345	8.2035	3.418
Si	8.2035	8.2035	3.418
Si	1.4238	1.3669	4.923
Si	6.8747	1.349	4.7329
Si	4.1077	4.0726	4.8928
Si	9.5998	4.0893	4.7283
Si	1.4159	6.7825	4.7068
Si	6.8459	6.8088	4.8042
Si	4.098	9.6049	4.7384
Si	9.6237	9.5679	4.8166
Si	2.9146	-0.0103	6.3267
Si	8.2882	0.0762	6.1406
Si	0.0181	2.8504	6.2186
Si	5.5688	2.6462	6.208
Si	2.6879	5.5033	6.2347
Si	8.2777	5.4436	6.1234
Si	0.1492	8.18	6.0702
Si	5.4281	8.209	6.0649
Si	4.954	0.722	7.5146
Si	9.1293	1.9545	7.4046
Si	0.8479	4.685	7.5462
Si	7.3693	3.6497	7.3713
Si	3.6428	7.352	7.3672
Si	10.028	6.5076	7.3178
Si	1.9244	9.0578	7.3821
Si	6.6082	9.8322	7.2545
H	1.4988	9.3293	8.7944
H	4.0362	7.016	8.7737
O	7.0113	4.0131	8.9642
O	9.5809	1.7999	9.0075
O	5.0606	1.0664	9.1511
O	7.292	9.123	8.6108
O	9.4158	7.3218	8.6496
O	1.246	4.2294	9.1087
H	8.3181	2.6337	22.5905
H	10.7788	0.197	22.5654
O	10.3602	5.3936	22.5682
O	2.8067	2.1615	22.5944
O	2.9935	7.858	22.2408
O	5.2367	5.5322	22.4661
O	4.9996	0.4481	22.6076
O	7.956	8.2418	22.3317
Si	4.5179	8.2032	14.4927
Si	4.176	1.6421	21.8413
Si	3.9475	1.4266	15.3304
Si	5.8627	1.2167	10.5622
Si	8.0286	7.8621	9.3343
Si	7.2917	1.5306	14.6752
Si	5.8314	7.8339	19.0734
Si	8.5689	10.5862	18.8844
Si	5.0353	4.5163	21.2261
Si	10.5595	2.8435	12.6745
Si	1.1408	5.0179	16.967
Si	3.2462	8.2927	20.6929
Si	4.6067	9.8759	17.1249
Si	9.3356	4.5002	18.4723
Si	8.4269	8.2272	20.7832
Si	6.5028	4.9915	18.6806
Si	1.0042	2.2633	15.5201
Si	2.8538	0.0565	19.5347
Si	4.6026	3.9859	11.5496
Si	0.39	9.3379	15.8801
Si	9.137	1.0732	10.3936
Si	9.231	10.4864	14.2254
Si	6.7907	5.1646	10.0973
Si	7.4508	2.2502	17.8193
Si	8.7709	5.2241	12.5716
Si	0.4056	0.5573	17.9182
Si	2.3963	5.6255	19.721
Si	5.0655	10.8887	13.1601
Si	10.4308	5.7527	20.9826
Si	1.6003	4.4657	10.6842
Si	9.6618	9.2477	11.3379
Si	6.988	6.4691	14.9068
Si	1.8575	7.1324	14.7242
Si	8.6066	8.5734	16.3667
Si	0.394	6.8574	11.9526
Si	5.5226	3.8522	14.4945
O	9.8135	1.7505	11.7148
O	3.0761	3.8909	11.0349
O	4.2452	8.7589	16.003
O	0.1346	8.4082	11.4729
O	9.9951	0.4004	18.7813
O	0.8749	6.7251	13.503
O	0.6327	3.6303	11.6785
O	8.6117	9.8007	20.3248
O	9.7032	4.6099	20.0614
O	3.5196	10.2649	18.2479
O	3.4052	7.0363	14.2231
O	8.4218	8.3175	10.8437
O	3.6178	4.8178	20.4484
O	4.7734	0.368	16.2998
O	9.7584	7.2398	20.6843
O	7.4934	1.0812	10.4619
O	4.8419	8.2855	20.3103
O	3.9853	1.0362	13.733
O	5.1271	2.9606	21.7061
O	4.4549	9.4081	13.4104
O	2.1475	4.9513	18.255
O	8.0115	5.4181	18.2364
O	5.2688	5.1858	10.6708
O	6.802	2.9387	14.0197
O	0.0898	1.6467	16.7335
O	1.6452	8.6975	15.1101
O	7.2985	1.6989	16.2927
O	5.9777	7.5529	14.2668
O	9.4566	3.9067	13.2377
O	5.3268	0.0431	11.566
O	1.4661	6.0818	10.9919
O	2.659	7.2312	19.5914
O	6.4087	0.3031	14.0332
O	7.7522	4.8259	11.3708
O	9.7848	10.5021	10.3043
O	4.7042	4.3098	13.1557
O	1.0728	5.5832	20.6519
O	6.1134	5.1381	15.3347
O	1.3365	3.7978	15.9233
O	5.5588	6.3383	18.3578
O	2.3775	1.4017	15.6942
O	7.433	0.8574	18.7406
O	6.9877	6.6201	9.4085
O	6.3293	4.7764	20.2832
O	8.2231	9.6124	15.1683
O	5.439	2.6276	11.2455
O	7.2837	7.651	19.7809
O	10.5415	5.0495	17.5251
O	8.7984	1.1203	14.2274
O	6.3014	3.4328	18.0763
O	4.5768	2.9389	15.4793
O	-0.2084	10.446	14.8457
O	1.583	0.9309	18.9888
O	8.0755	6.0604	13.7756
O	3.811	1.0965	20.3418
O	8.4408	9.4044	17.7545
O	8.9026	2.9734	18.0869
O	2.4991	9.7447	20.5369
O	1.5287	6.3148	16.0799
O	9.8986	6.1223	11.8441
O	7.7267	7.2108	16.1748
O	5.7826	9.0744	17.9765
O	0.8288	10.0612	17.2568
O	10.195	8.1925	16.201
O	0.428	2.2433	13.9823
O	9.2016	9.83	12.7674

Results
free energy: -49959.060 eV
free energy less fixed offsets of H -15.86, O -447.96, Si -113.29 eV per atom: -0.460 eV
gap between the highest filled and lowest empty level on this k mesh: 1.452 eV

The program warned: the cutoff lies below the one the program advises for these potential files; the forces do not sum to zero within the program's tolerance; the exchange-correlation potential is rough where the density is thin.
